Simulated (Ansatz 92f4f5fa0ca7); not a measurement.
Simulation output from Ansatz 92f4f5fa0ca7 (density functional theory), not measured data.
Periodic cell of 414 atoms, Si266O148, from a study of silicon, its oxide and their interface. The atomic structure is a simulated model.
Doubt: the cutoff is far below the 930 eV that the study's wrapper takes by default for these files, so forces and energies are approximate.

Settings: functional PBE; potential files Ansatz PAW; basis plane waves; wave-function cutoff 580 eV; density cutoff ratio 5; exchange-correlation grid ratio 1; k mesh 1 x 1 x 1, Gamma-centred; self-consistency stop 5e-08 eV per atom in the density residual; occupations fixed; spin none; net charge 0.

Cell vectors (angstrom)
a 15.4687 0 0
b 0 12.8259 0
c 0 0 36.4894

Atoms: element, x, y, z (angstrom)
Si 0.0416 1.1889 33.8144
Si 3.891 1.1774 33.7699
Si 7.7036 1.1696 33.7537
Si 11.5991 1.1841 33.8275
Si 1.8942 7.5677 33.838
Si 5.7515 7.5771 33.8014
Si 9.661 7.5718 33.8566
Si 13.5448 7.5691 33.8377
Si 1.9336 5.247 34.2225
Si 5.8008 5.247 34.2225
Si 9.6679 5.247 34.2225
Si 13.5351 5.247 34.2225
Si 0 11.6599 34.2225
Si 3.8672 11.6599 34.2225
Si 7.7343 11.6599 34.2225
Si 11.6015 11.6599 34.2225
Si 0 4.664 35.4593
Si 3.8672 4.664 35.4593
Si 7.7343 4.664 35.4593
Si 11.6015 4.664 35.4593
Si 1.9336 11.0769 35.4593
Si 5.8008 11.0769 35.4593
Si 9.6679 11.0769 35.4593
Si 13.5351 11.0769 35.4593
Si 0 2.332 35.8715
Si 3.8672 2.332 35.8715
Si 7.7343 2.332 35.8715
Si 11.6015 2.332 35.8715
Si 1.9336 8.745 35.8715
Si 5.8008 8.745 35.8715
Si 9.6679 8.745 35.8715
Si 13.5351 8.745 35.8715
Si 1.9336 1.749 0.6188
Si 5.8008 1.749 0.6188
Si 9.6679 1.749 0.6188
Si 13.5351 1.749 0.6188
Si 0 8.162 0.6188
Si 3.8672 8.162 0.6188
Si 7.7343 8.162 0.6188
Si 11.6015 8.162 0.6188
Si 0 5.83 1.031
Si 3.8672 5.83 1.031
Si 7.7343 5.83 1.031
Si 11.6015 5.83 1.031
Si 1.9336 12.2429 1.031
Si 5.8008 12.2429 1.031
Si 9.6679 12.2429 1.031
Si 13.5351 12.2429 1.031
Si 1.9336 5.247 2.2678
Si 5.8008 5.247 2.2678
Si 9.6679 5.247 2.2678
Si 13.5351 5.247 2.2678
Si 0 11.6599 2.2678
Si 3.8672 11.6599 2.2678
Si 7.7343 11.6599 2.2678
Si 11.6015 11.6599 2.2678
Si 1.9336 2.915 2.68
Si 5.8008 2.915 2.68
Si 9.6679 2.915 2.68
Si 13.5351 2.915 2.68
Si 0 9.328 2.68
Si 3.8672 9.328 2.68
Si 7.7343 9.328 2.68
Si 11.6015 9.328 2.68
Si -1.9064 -1.6385 31.0554
Si 6.0042 5.8703 25.2754
Si -0.0691 -2.63 16.4539
Si 9.3342 5.9806 21.9271
Si 2.021 10.1404 22.0944
Si -0.1318 7.3761 25.4182
Si 5.122 8.2303 26.6973
Si 11.7006 3.4057 28.943
Si -1.8948 4.1442 27.6908
Si -0.7957 4.8456 23.7417
Si 14.9127 0.553 27.1989
Si 16.3996 2.877 20.7897
Si 5.7306 8.3721 29.736
Si 4.6979 5.9068 22.4836
Si 11.7517 13.8185 29.3242
Si 11.9774 13.1616 24.9753
Si 7.6746 -1.8998 24.2065
Si 5.5216 7.3011 18.6069
Si 10.5886 9.6219 19.846
Si 17.6757 4.2802 27.4566
Si 1.9363 13.4475 30.4789
Si 7.8922 13.8287 29.2935
Si 5.7526 10.6981 30.817
Si 11.4686 7.0916 30.5993
Si -1.8361 0.7115 30.679
Si 1.4924 5.5057 21.8443
Si 5.7879 0.2982 30.2537
Si 9.7879 3.8651 27.6108
Si 2.2794 6.681 27.15
Si 3.831 3.4707 28.9919
Si 9.779 13.2309 30.5529
Si 21.0437 3.707 27.4811
Si 1.7811 -1.701 30.8271
Si 8.0791 1.9817 20.8076
Si 7.6938 3.3589 28.6728
Si 12.8535 -0.5292 27.7349
Si 0.8318 10.1634 28.793
Si 7.6355 7.1464 30.5113
Si 9.592 8.058 29.4784
Si 13.8241 10.2159 28.9367
Si 0.1618 3.7004 28.7744
Si 3.7075 7.2748 30.4204
Si 7.6651 4.6943 30.7465
Si 11.583 4.6962 30.9284
Si 0.0244 14.2016 29.3261
Si 5.2287 11.2464 25.8023
Si 9.6366 10.847 30.9589
Si 9.3775 14.7007 25.2946
Si 1.9426 4.1708 32.1343
Si 5.7906 4.0975 32.0886
Si 9.6087 4.0908 32.0928
Si 13.5542 4.1581 32.1341
Si -0.0093 10.5064 32.2195
Si 3.7716 10.4989 32.1061
Si 7.6686 10.4402 32.2027
Si 11.6058 10.4833 32.1952
Si 1.9604 1.8076 32.535
Si 5.7823 1.6537 32.3761
Si 9.6774 1.7201 32.5513
Si 13.5546 1.8562 32.6792
Si -0.013 8.1862 32.5935
Si 3.7747 8.1909 32.5978
Si 7.7295 8.127 32.6513
Si 11.5956 8.1671 32.671
Si 0 2.332 3.9167
Si 3.8672 2.332 3.9167
Si 7.7343 2.332 3.9167
Si 11.6015 2.332 3.9167
Si 1.9336 8.745 3.9167
Si 5.8008 8.745 3.9167
Si 9.6679 8.745 3.9167
Si 13.5351 8.745 3.9167
Si 2.0426 6.4004 4.3364
Si 5.8141 6.4108 4.3519
Si 9.6833 6.404 4.3021
Si 13.4931 6.4076 4.3176
Si 0.0225 12.8158 4.3231
Si 3.8373 12.8371 4.3489
Si 7.7354 12.8272 4.3725
Si 11.6494 12.8397 4.3366
Si 0.0368 5.8006 5.3786
Si 3.9682 5.8653 5.7497
Si 7.7749 5.8656 5.5503
Si 11.5579 5.7853 5.595
Si 1.9153 12.1974 5.6014
Si 5.7517 12.2907 5.6
Si 9.7286 12.2664 5.5697
Si 13.5891 12.1993 5.5644
Si 0.0403 3.5236 5.905
Si 4.0819 3.4816 6.0536
Si 7.8223 3.4538 5.9736
Si 11.6259 3.3966 5.9952
Si 1.9157 9.8622 6.0605
Si 5.7264 9.9686 5.9798
Si 9.7094 9.974 5.9295
Si 13.5487 9.8756 5.942
Si 2.643 3.3008 13.8636
Si 7.0231 4.2097 9.1889
Si 9.6968 2.6558 7.1806
Si 13.6187 2.7811 7.107
Si -0.0668 9.2141 7.2362
Si 1.9337 3.9444 9.079
Si 7.7401 9.6918 7.1601
Si 11.5707 7.0938 7.5847
Si -1.8958 6.3489 8.4448
Si 4.0481 7.0336 7.9387
Si 1.9351 6.2751 8.8302
Si 7.8327 7.2733 7.4623
Si 3.1784 10.8187 9.24
Si 5.8915 13.234 7.8025
Si 11.3821 10.0869 12.1251
Si 7.7181 11.7365 8.6063
Si 1.4712 7.8092 17.6227
Si 6.0685 2.8337 7.4118
Si 11.6334 9.4152 7.2184
Si 15.593 6.8828 7.3971
Si 3.7177 13.0364 8.8246
Si 6.2519 6.5161 9.0011
Si 7.8966 16.8986 23.7889
Si 13.6621 13.2895 7.6635
Si 6.5522 3.515 11.3488
Si 9.6236 6.3948 8.7187
Si 12.2389 1.381 10.9274
Si 15.4012 3.8524 10.3555
Si 3.8437 9.3773 7.3957
Si 6.4388 12.0519 12.9976
Si 8.2394 14.6048 13.3173
Si 16.4447 11.0992 10.2189
Si 2.0159 2.9396 7.0183
Si 6.2178 6.0925 13.0735
Si 13.4638 4.0959 9.0043
Si 9.4897 4.0682 9.0062
Si 1.0216 7.6632 13.322
Si 12.3346 10.465 9.2648
Si 9.6872 13.0863 7.8151
Si 15.5728 13.1103 9.1357
Si 0.3587 1.3888 13.8999
Si 11.5225 3.6122 10.3271
Si 10.9389 -4.9203 14.1009
Si 16.0222 6.1838 10.7636
Si 1.8584 13.5431 7.5496
Si 1.8341 10.5202 12.5092
Si 7.7128 7.4758 10.7059
Si 8.8392 7.7031 16.4218
O 12.2857 1.445 20.5934
O 9.8574 11.7132 22.0988
O 26.4501 15.3508 18.5406
O -7.0454 11.4319 25.6004
O -5.9616 -11.767 12.5832
O 20.4248 -16.3403 15.7908
O 11.9017 -5.9558 26.5923
O 6.0203 13.3532 17.6875
O 3.2702 3.5915 10.0469
O 11.8607 3.9908 20.6104
O 12.7272 1.7875 25.2253
O 16.7894 6.2298 17.2311
O 7.4398 6.935 16.0204
O -2.3984 6.9054 18.1382
O 11.6946 4.7013 11.5778
O 0.7336 22.3631 21.316
O 6.0065 4.6562 16.1193
O 15.358 0.9789 12.3849
O 10.2219 23.4515 18.5824
O 27.8778 10.9668 22.4031
O 41.4093 8.979 12.9339
O 20.9317 5.6668 18.5719
O -14.0599 6.947 25.7553
O 10.6363 11.5403 12.1154
O 21.6182 11.198 14.3608
O 24.3239 20.1336 22.72
O 24.4977 18.9272 20.3173
O 20.3668 18.4439 24.0932
O 5.8179 23.7129 18.9312
O 9.793 -5.358 15.1473
O 21.1673 17.7637 21.6005
O -6.1933 8.6581 19.9957
O 19.2585 16.834 17.4523
O 11.9041 8.7363 19.4811
O -9.3932 20.3008 25.5971
O 27.5982 -4.1864 14.9557
O -0.9425 11.2794 24.0748
O -21.2515 -5.0437 27.8454
O 8.3785 25.6798 27.9967
O 5.8965 17.5552 12.2286
Si 10.902 10.4429 22.0344
Si 19.3268 4.8372 30.9067
Si 7.3266 10.4942 10.6758
Si 6.102 16.1551 21.8056
Si 19.2743 28.0331 11.0146
Si 17.1344 7.8675 29.1263
Si 17.5597 11.6427 14.6378
Si -4.0122 3.1427 17.1038
Si 14.4031 5.9624 14.5109
Si 6.2823 11.7304 17.5718
Si -1.7578 13.9947 16.2514
Si 13.2659 12.0285 23.3251
Si -8.3833 5.5125 15.2266
Si -5.2003 6.8849 26.6032
Si 8.6524 20.1564 19.3038
Si 19.0916 12.552 21.3606
Si 17.8023 0.9533 18.8956
Si 3.3544 2.1956 22.7106
Si -2.4471 7.575 19.6026
Si 15.1964 12.5094 18.4037
Si 13.8532 13.882 20.8941
Si 5.3521 4.3899 17.5859
Si 3.7892 1.0025 29.0621
Si 7.7427 12.5935 26.5323
Si 0.3366 10.4403 24.6892
Si 13.2533 6.557 27.4888
Si -7.2404 11.9278 22.1612
Si 12.4276 18.7304 12.3749
Si 2.9142 0.0541 26.8525
Si 4.4021 8.0343 16.6574
Si 6.9851 14.6517 17.9315
Si 3.2889 15.6644 25.801
Si 12.8154 -2.7356 14.6057
Si -0.1115 7.1172 30.4922
Si 15.9613 -7.9162 16.7393
Si 9.2926 10.7586 17.2294
Si 14.1312 7.4878 10.3515
Si 10.9261 25.914 12.5987
Si 3.5453 6.4208 14.2672
Si 11.1749 2.5805 20.1678
Si 8.7502 2.8865 15.4265
Si -2.1256 -4.9934 29.435
Si 9.3587 8.3763 23.839
Si 13.1652 5.6102 17.1892
Si 15.4975 4.7868 30.8739
Si -3.2116 18.0253 21.6175
Si 11.6352 24.7628 15.3912
Si 0.9512 -1.2862 26.8019
Si -9.5342 10.6602 20.5741
Si 5.1027 10.944 15.6054
Si 2.8445 2.8991 16.7495
Si 14.7269 14.4536 10.9827
Si -0.8142 9.7165 9.4707
Si 4.7202 8.6474 21.2002
Si 11.7892 12.7944 9.0059
Si 15.9431 8.1517 20.5176
Si 13.9914 2.5779 25.9239
Si 4.4345 10.7654 11.2133
O 17.9142 -11.363 26.1278
O 7.909 0.674 21.8112
O 18.8808 -2.8221 12.262
O 5.0696 -13.5814 12.061
O 9.165 19.5855 10.3151
O 17.0979 10.3996 23.6621
O -1.1096 25.619 19.7754
O 1.2586 23.7194 15.8327
O -7.3229 -3.7505 10.6322
O 14.5325 20.1828 26.8256
O 19.9654 7.8825 19.7576
O 12.8231 10.2218 12.9433
O -7.6108 14.975 16.5935
O -7.568 14.3486 19.2435
O 14.5486 -6.5266 24.4804
O -0.6072 0.9049 17.369
O 14.8444 -1.7719 17.7399
O 34.4775 0.5752 22.7552
O 9.6973 15.2416 20.8801
O 18.9655 13.4055 19.9685
O 11.983 12.1721 26.3048
O 6.9924 0.6983 13.447
O -7.3933 9.3446 24.1011
O 2.3251 20.3354 14.2837
O 3.3551 -9.8903 24.1605
O 12.7485 6.4631 20.7415
O 5.4244 2.3442 11.1609
O -20.8846 15.4038 26.5959
O -5.8217 -3.1073 29.6912
O 29.7732 22.9751 15.2489
O 23.3979 -1.2115 17.4588
O 16.5193 15.7019 13.8585
O 9.8053 7.5786 25.1956
O -5.2528 11.5455 16.1253
O 7.2555 19.8963 12.245
O 13.2717 6.1601 15.6586
O 3.1051 18.4803 22.1116
O 0.1281 5.0668 15.1484
O 1.4441 -4.8628 19.237
O 9.0883 15.9301 24.2826
O 2.9597 1.4449 17.477
O 5.0625 11.8154 21.3436
O -4.5846 -7.1396 22.356
O 4.7253 19.619 13.192
O -25.7373 -5.3768 22.2237
O 1.4603 27.865 19.4204
O -10.8675 28.3059 21.7433
O 15.2864 21.707 24.8161
O 4.886 15.5237 26.3115
O 18.8748 13.7838 10.3158
O 15.063 7.3909 14.0615
O 7.5917 11.3088 12.0844
O 8.4366 -8.1016 22.4046
O 23.4091 13.991 25.6764
O 20.2412 -28.7137 26.2844
O 22.5307 -17.9953 19.0886
O 3.9059 12.165 25.7337
O 18.362 8.4283 17.157
O -5.0563 0.7755 24.6612
O 11.8107 4.7213 17.3392
O -16.3911 17.6134 17.5624
O 8.3743 30.1323 15.1655
O 6.2113 24.9153 26.821
O 12.8534 2.5079 16.5536
O -11.7238 -5.4501 26.8401
O 16.9465 0.3342 14.4629
O 28.4135 7.1933 11.5037
O -17.2312 18.0964 13.2039
O 7.4604 18.0786 24.8307
O 10.3048 15.7238 15.9722
O 17.8239 11.5465 21.3711
O 22.9571 23.7607 21.0512
O -2.7987 25.5624 16.3787
O 13.4225 4.7616 22.6781
O -4.9102 -3.5337 23.1818
O 14.4202 8.2654 20.0051
O 19.1277 -1.1833 15.1751
O 14.4725 1.3528 14.8178
O 5.9421 21.1635 28.0928
O 9.7686 5.3247 26.7982
O -0.6236 15.2006 20.9805
O -1.541 13.1644 22.3512
O -12.1585 -10.1813 15.2041
O 1.1131 17.3223 20.6016
O -14.5612 9.1746 12.7513
O 3.3124 9.159 21.8911
O 8.7446 -3.5137 16.6737
O 15.7343 8.6758 16.9363
O 7.7982 2.9371 12.2395
O 16.7813 32.1833 12.1868
O 24.8027 7.0245 17.8378
O 1.3401 -25.9715 18.6761
O 21.0889 -7.6563 26.7024
O -9.4324 11.0761 24.3905
O -4.1218 -6.3299 13.4246
O 22.0715 15.9969 23.3813
O 5.7655 35.5679 10.7422
O -14.1255 16.3639 16.8575
O -9.366 15.9654 18.3109
O -12.4992 -7.9179 13.9862
O 11.3981 13.0187 14.1695
O 31.6504 17.6677 23.1193
O 11.6088 -3.1371 10.566
O 17.3565 2.4428 22.0355
O 16.2592 -18.7109 21.5596
O 19.7169 -6.1522 15.7299
O 14.6439 3.5384 24.7308
O 18.6939 2.6053 12.5172

Results
free energy: -253263.666 eV
free energy less fixed offsets of O -568.88, Si -635.61 eV per atom: 2.834 eV

Forces (eV/angstrom), in the order of the atoms: element, x, y, z
Si 0.0021 0.0009 -0.0008
Si 0.0045 -0.0014 -0.0024
Si 0.0013 -0.0008 -0.0011
Si -0.0023 -0.0015 -0.0031
Si 0.0013 -0.0028 -0.0026
Si 0.0009 -0.0017 0.001
Si -0.0002 0.0003 0.0037
Si -0.0002 -0.0044 -0.0017
Si -0.0688 0.011 0.1636
Si -0.0206 -0.2794 -0.257
Si -0.1264 -0.2694 -0.2398
Si 0.1158 0.1329 0.0809
Si 0.1066 0.3017 0.3747
Si -0.2308 0.1552 -0.4224
Si -0.083 0.1595 -0.0173
Si -0.0608 0.2054 0.1501
Si 0.0328 -0.0857 0.0023
Si 0.0437 -0.0272 -0.0189
Si -0.0179 0.0385 -0.0009
Si 0.0035 -0.0897 -0.0881
Si -0.0117 0.0533 0.0232
Si 0.0569 -0.0495 -0.0966
Si 0.0092 0.0287 -0.0331
Si 0.0212 0.0508 0.0242
Si 0.1188 0.0508 0.1363
Si 0.1156 -0.018 -0.2117
Si -0.1322 -0.0888 -0.3132
Si -0.0508 0.0305 0.1769
Si -0.0727 0.0442 0.131
Si -0.106 -0.0571 0.0032
Si -0.0317 0.0391 0.3131
Si 0.0291 0.0602 0.1298
Si 0.0381 -0.0372 -0.0091
Si 0.0191 0.0399 -0.0388
Si 0.0473 0.0063 -0.0461
Si 0.0006 -0.0097 -0.0107
Si 0.0391 0.0389 0.0282
Si -0.0316 0.0086 -0.0033
Si 0.0137 -0.0043 -0.0065
Si -0.0087 0.0518 0.0199
Si -0.0383 0.107 0.0891
Si -0.0108 -0.055 -0.0616
Si 0.0155 0.0041 0.0419
Si -0.0081 -0.0235 -0.0427
Si 0.0323 -0.0362 -0.0027
Si -0.0562 0.0506 0.0668
Si -0.0118 0.0313 0.053
Si -0.0362 -0.0035 0.0002
Si 0.351 -0.0249 -0.0264
Si -0.1181 0.018 0.1076
Si 0.0228 -0.0723 -0.2161
Si -0.0886 -0.0542 -0.1107
Si 0.0263 -0.0215 -0.0357
Si -0.0227 0.0643 0.1319
Si 0.0291 0.0834 0.2217
Si 0.0489 0.0112 0.0763
Si -0.0449 0.1076 0.0577
Si -0.0106 -0.1165 -0.0583
Si -0.0707 -0.0772 -0.0228
Si -0.0109 -0.0111 -0.0279
Si -0.0361 -0.1129 0.0018
Si 0.0186 0.0395 0.0477
Si -0.0167 0.0645 0.11
Si 0.0037 -0.0014 -0.03
Si 0.0013 0.0013 0.0051
Si 0.006 0.0009 0.0081
Si -0.0058 -0.0076 0.0138
Si 0.0043 0.0044 -0.0033
Si -0.0036 -0.0061 -0.0017
Si -0.0108 -0.0027 0.0019
Si 0.0055 0.0005 0.0028
Si 0.0015 -0.0073 0.0038
Si -0.0017 0.0092 0.0062
Si -0.003 0.0033 -0.0026
Si 0.0116 0.0015 -0.0015
Si -0.0042 -0.0009 0.0026
Si 0.004 0.0022 -0.0097
Si 0.0008 -0.0019 -0.003
Si 0.0002 0.0083 0.0028
Si 0.0008 -0.0073 -0.0098
Si -0.0033 0 0.0069
Si -0.0016 -0.002 -0.0061
Si 0.004 -0.0053 0.0072
Si -0.0055 -0.0011 -0.0023
Si 0.0006 0.0032 -0.0026
Si -0.0079 -0.0005 -0.0072
Si -0.0007 0.0003 0.0053
Si 0.0028 -0.0063 0.0064
Si 0.0007 -0.0039 -0.0061
Si -0.005 -0.0019 -0.001
Si -0.0013 -0.0004 0.0038
Si -0.0066 0.0139 -0.0006
Si 0.0042 0.0018 -0.0032
Si -0.0056 0.0035 0.0062
Si 0.0027 0.0032 0.0007
Si -0.0053 0.0068 -0.017
Si 0.0035 -0.0001 -0.0016
Si -0.0036 0.0114 0.007
Si 0.0054 -0.0032 0.0085
Si -0.0148 -0.0145 0.0017
Si -0.0026 0.0002 0.0049
Si 0.0001 -0.0022 0.0037
Si -0.0066 0.0029 -0.0224
Si 0.0022 0.0019 -0.0068
Si 0.002 -0.0075 -0.0005
Si -0.0029 -0.0022 -0.001
Si 0.0007 0.0011 0.0044
Si 0.0021 0.0051 0.001
Si 0.0006 0.0076 0.0027
Si 0.0043 -0.0042 -0.0093
Si 0.0018 -0.0084 -0.0046
Si -0.0126 0.0073 0.0066
Si 0.0026 0.0005 -0.0004
Si 0.0002 0.0004 -0.0016
Si -0.0027 -0.0064 -0.0021
Si 0.0002 -0.0002 -0.0018
Si -0.0038 0.0001 -0.0037
Si 0.0015 0.0014 -0.0025
Si 0.0018 -0.0034 -0.0021
Si -0.0062 0.0001 -0.0044
Si -0.0014 0.0002 -0.0037
Si -0.0005 -0.0012 0.0001
Si 0.0032 -0.0016 -0.0023
Si -0.0025 0.0019 0.0057
Si 0.0017 -0.0009 -0.0036
Si -0.0017 0.0014 0.0035
Si -0.0035 -0.0025 -0.0046
Si -0.0041 -0.0009 0.0014
Si 0.0925 -0.2497 -0.3587
Si 0.3465 0.2471 0.3208
Si -0.0162 0.0186 -0.2007
Si 0.1139 -0.0075 -0.2911
Si 0.0564 -0.0721 0.3784
Si -0.1651 0.0243 0.2247
Si 0.1915 -0.1084 -0.0574
Si -0.1168 -0.1773 -0.3294
Si -0.0003 0.0009 -0.0002
Si 0.0056 -0.0015 -0.0015
Si -0.0042 0.002 -0.0005
Si 0.0004 0.0049 0.0017
Si 0.0003 -0.0002 0.0048
Si 0.0023 0.002 0.0027
Si -0.0033 0.0012 0.0062
Si 0.0001 0.0003 0.0013
Si -0.001 -0.0067 -0.0034
Si -0.0022 0.0025 0.0091
Si -0.0031 0.0011 -0.0035
Si 0.0021 -0.0039 0.0008
Si 0.0014 -0.0024 -0.0019
Si -0.0002 -0.0076 -0.0088
Si -0.0011 -0.0007 -0.005
Si -0.0031 -0.0004 0.0025
Si 0.002 0.0029 -0.0006
Si 0.0074 0.0012 -0.0058
Si 0.0031 0.0047 0.0024
Si 0.0032 0.0029 -0.0017
Si -0.0004 0.0008 0.0009
Si -0.0021 0.0047 0.0035
Si 0.0009 -0.0027 -0.0036
Si 0.0053 -0.0028 -0.0031
Si -0.0077 0.0037 0.013
Si 0.0027 0.0083 -0.0216
Si -0.0036 -0.0014 0.0004
Si -0.0006 -0.007 -0.0002
Si -0.0003 0.0009 0
Si -0.0073 0.0176 0.0142
Si -0.0053 -0.0061 0.0009
Si -0.0056 -0.0029 -0.0102
Si 0.0086 -0.0087 0.0029
Si 0.0003 0.0003 -0.0071
Si 0.0027 -0.0105 -0.01
Si 0.0105 0.0021 0.0043
Si -0.007 -0.0034 -0.007
Si 0.0056 0.0059 0.0025
Si -0.0144 -0.0013 0.0048
Si -0.0028 0.0032 -0.0065
Si -0.0039 -0.0099 0.0013
Si -0.0021 -0.0096 0.0042
Si -0.0011 0.0073 0.0029
Si 0.0027 0.0039 0.0077
Si 0.0136 -0.0232 0.0092
Si 0.0063 -0.0004 0.0066
Si -0.0015 0.0094 0.017
Si 0.0074 0.003 0.0001
Si -0.0118 -0.0053 0.0172
Si -0.0182 0.0148 -0.0035
Si -0.0017 0.003 -0.0002
Si -0.0047 -0.011 -0.0061
Si -0.001 0.0062 0.0004
Si -0.0053 -0.0069 -0.0129
Si -0.0008 -0.0013 0.0019
Si 0.0082 0.0066 -0.008
Si -0.0006 -0.0014 -0.0051
Si 0.0047 -0.0022 -0.0104
Si -0.0028 0.0003 0.0027
Si -0.0025 -0.0093 -0.0018
Si -0.0049 -0.0123 0.0037
Si -0.0005 -0.0058 0.0009
Si -0.0004 -0.0022 0.0042
Si -0.0069 0.0006 0.0034
Si 0.0015 0.0069 0.0038
Si 0.0072 0.0058 0.0092
Si -0.0015 -0.0032 -0.0064
Si 0.0057 0.0056 -0.0036
Si -0.0026 -0.014 0.003
Si 0.0079 -0.0091 0.0005
Si -0.003 -0.0022 -0.0124
Si 0.0148 0.001 0.0023
O -0.0061 -0.0028 -0.0003
O -0.0017 0.007 -0.0021
O -0.0041 -0.0027 0.0017
O 0.0023 0.0007 -0.0005
O -0.0056 0.0022 0.0008
O 0.0041 -0.0025 -0.0041
O 0.0006 0.0016 0.002
O 0.0032 -0.0024 0.001
O -0.0022 0.0069 -0.0033
O -0.0022 -0.004 -0.0043
O -0.0279 -0.0144 -0.0072
O 0.0058 0.0097 0.0017
O -0.0092 -0.0091 -0.0067
O -0.0015 -0.0014 0.0006
O -0.0083 -0.0058 -0.0097
O -0.0016 0.0018 0.0026
O 0.0109 0.0019 -0.0062
O 0.0012 -0.0014 -0.0045
O -0.0033 0.0023 -0.0026
O 0.0033 0.003 0.0011
O -0.0036 -0.0021 0.0031
O 0.0016 0.0037 0.0036
O 0.0111 0.0006 0.0023
O -0.001 0.0023 -0.0008
O 0.0021 -0.0011 0.0016
O -0.0028 0.0064 0.0014
O -0.0025 0.0002 0.0006
O -0.0027 -0.0045 -0.0015
O 0.0013 0.002 0.003
O -0.009 0.0001 0.0029
O 0.0003 -0.0065 -0.001
O -0.0045 0.0017 -0.0011
O 0.0086 0.0033 0.0012
O -0.0035 -0.0003 -0.0025
O -0.0003 0 -0.003
O 0.0095 0.0117 0.005
O 0.0029 -0.0063 -0.0014
O 0.0017 -0.0026 0.0078
O 0.0028 -0.0058 0.0004
O 0.0018 0.0031 0.0027
Si -0.0047 -0.0048 -0.0047
Si -0.0022 -0.0025 0.0017
Si -0.0141 -0.0248 -0.0067
Si -0.0065 -0.0006 -0.0098
Si -0.0047 0.0006 -0.0001
Si 0.0002 0.0032 0.0012
Si 0.0037 0.0044 -0.0023
Si 0.0064 0.0036 0.0061
Si -0.0017 -0.0013 0.0059
Si -0.0109 -0.0048 -0.0085
Si 0.0023 0.0046 0.0034
Si -0.0136 0.0064 0.0067
Si -0.0073 -0.0003 0.0055
Si -0.0004 0.0083 0.0031
Si 0.0105 -0.0015 0.004
Si -0.0053 0.0047 0.0015
Si -0.0023 0.0001 0.0021
Si -0.0045 -0.0032 0.002
Si -0.0013 -0.0018 0.0004
Si 0.0005 -0.0002 0.0019
Si 0.0022 0.0016 -0.0011
Si -0.0134 -0.0017 -0.0007
Si -0.0102 0.0039 0.0028
Si -0.0027 -0.0087 0
Si 0.0042 -0.0003 0.0056
Si -0.001 0.0013 -0.0104
Si 0.0003 0.0018 0.0089
Si -0.0076 -0.0043 0.0022
Si 0.0163 0.0102 -0.0086
Si -0.0014 -0.006 0.0166
Si -0.0078 0.0003 -0.0005
Si 0.002 -0.0008 0.0058
Si -0.0052 -0.0107 0.0058
Si -0.0011 -0.0051 0.0043
Si -0.002 -0.0024 0.001
Si 0.0085 -0.0119 -0.0002
Si -0.0118 0.0064 0.0214
Si 0.0065 -0.0022 -0.0022
Si -0.0132 -0.0103 -0.0008
Si 0.0017 0.0044 0.0007
Si 0.0015 -0.0147 0.0007
Si 0.0061 -0.0042 -0.0055
Si -0.0009 -0.0048 0.0008
Si 0.0024 0.0052 -0.0027
Si -0.0008 0.0029 -0.001
Si -0.0012 0.0046 -0.0009
Si 0.0002 0.0021 -0.0034
Si -0.0045 -0.0046 -0.0069
Si -0.0044 -0.0061 0.0026
Si -0.0017 0.0157 0.01
Si -0.0084 -0.0074 0.0009
Si 0.0015 -0.0022 -0.0011
Si -0.0045 -0.0018 -0.0069
Si 0.0013 0.0024 0.0096
Si -0.0013 0.0033 -0.0021
Si -0.0053 -0.0039 0.0011
Si 0.0287 0.024 -0.0149
Si 0.01 0.0127 -0.0202
O -0.006 -0.0132 0.0073
O -0.0006 -0.0028 -0.0053
O -0.0184 0.0018 0.0066
O 0.0072 -0.0091 0.0086
O -0.0026 -0.0024 0.0091
O -0.0059 -0.0008 0.01
O -0.0023 -0.0002 -0.0007
O 0.0074 0.0027 -0.0004
O -0.0037 0.0121 0.0025
O -0.0031 -0.0064 -0.0002
O 0.0017 -0.0015 -0.006
O 0.0148 0.0037 0.0089
O 0.0017 0.0031 0.0006
O -0.0032 -0.0015 0.0021
O -0.0018 0.0008 0.0039
O 0.0016 -0.0025 0.0028
O -0.0027 0.0004 0.0001
O 0.0019 0.0003 0.0059
O -0.013 -0.0051 0.0029
O 0.0001 -0.0002 -0.0057
O -0.0002 0.0019 0.0059
O -0.001 0.0039 0.0035
O -0.0001 -0.0002 -0.003
O -0.003 0.0023 0.001
O 0.0023 0.0024 -0.0044
O -0.002 -0.0003 -0.0002
O 0.0137 0.0032 -0.0014
O 0.001 -0.0085 -0.0119
O 0.0025 0.0113 0.0134
O -0.0064 0.0001 -0.0115
O -0.0044 0.0055 -0.0006
O -0.0065 -0.0027 -0.0017
O -0.0016 -0.0018 0.002
O -0.0041 0.0034 -0.0003
O 0.0009 -0.0044 0.0081
O -0.0041 -0.0021 0.0028
O 0.0067 0.0026 0.0004
O 0.0016 -0.0032 -0.0056
O 0.0034 -0.0015 -0.0019
O 0.0068 -0.0089 0.0016
O 0.0006 -0.0018 0.0001
O 0.0045 -0.0052 -0.0027
O 0 0.0007 0.0011
O 0.006 0.0048 -0.0073
O -0.0025 0.0075 -0.0042
O 0.0003 -0.0039 -0.0072
O 0.0093 0.0064 -0.0046
O -0.0046 0.0096 -0.0038
O -0.0014 0.0008 0.0028
O -0.013 -0.0021 -0.0013
O 0.0043 0.0078 -0.0018
O -0.0029 0.0036 0.0095
O -0.0022 -0.0042 -0.0058
O 0.0063 0.0068 -0.0032
O -0.005 -0.0042 0.0024
O -0.0091 0.001 -0.0002
O -0.0162 0.005 0.0026
O 0.0031 0.0022 -0.0044
O 0.003 -0.0061 -0.0021
O -0.0031 -0.0037 -0.0013
O -0.0074 -0.0039 0.003
O 0.0005 0.0059 0.0003
O 0.0041 0.0069 0.0086
O -0.0073 0.0017 0.0006
O -0.0139 -0.0083 0.0021
O 0.0017 -0.0014 0.0004
O 0.0111 0.0021 -0.0175
O 0.0014 -0.0096 -0.0035
O -0.0041 0.0005 -0.0005
O -0.0084 -0.0002 -0.0042
O -0.001 0.0055 -0.0075
O -0.0055 -0.0015 -0.007
O -0.0036 -0.0087 0.001
O 0.0047 -0.003 0.005
O -0.0009 -0.0045 0.002
O -0.0051 -0.0001 0.0002
O 0.0038 -0.0015 0.002
O 0.0012 -0.0002 -0.0061
O -0.0029 0.0016 0.0039
O -0.0018 -0.0121 0.0026
O -0.0035 -0.0009 0.0003
O -0.0009 -0.001 0.0031
O 0.0002 -0.0024 0.0072
O -0.0008 0.0032 -0.0002
O 0.0053 0.0089 -0.0022
O 0.006 -0.0056 -0.0013
O -0.0054 0.0031 -0.0006
O -0.0008 0.0015 -0.0032
O 0.0001 -0.0023 -0.0006
O -0.0019 0.0037 0.0032
O -0.0044 -0.0019 0.0007
O 0.0007 -0.0002 -0.0011
O -0.0041 -0.004 -0.0025
O 0.0003 -0.001 -0.0026
O -0.0016 -0.0015 -0.003
O -0.0015 -0.0078 0.0002
O 0.0127 0.0232 0.0042
O 0.0023 -0.0053 -0.0007
O 0.0048 -0.0046 0.0014
O 0 0.0001 -0.003
O -0.0006 -0.0014 0.0044
O 0.0027 0.0001 -0.0025
O -0.0028 -0.0031 -0.0129
O -0.0006 0.0008 0.0021
O -0.001 0.0003 -0.0003
O -0.0002 0.0017 0.0088
O -0.0084 -0.0166 0.0222
O 0.0087 -0.003 -0.0137

The program warned: the cutoff lies below the one the program advises for these potential files; the exchange-correlation potential is rough where the density is thin.
